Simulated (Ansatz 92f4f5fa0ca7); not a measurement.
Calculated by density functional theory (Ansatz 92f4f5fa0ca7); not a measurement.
Periodic cell of 219 atoms, Si133O78N8, from a study of silicon, its oxide and their interface. The atomic structure is a simulated model.
Doubt: the cutoff is far below the 930 eV that the study's wrapper takes by default for these files, so forces and energies are approximate.
This geometry differs little from another in the collection (a relaxation step or a small displacement).

Settings
functional: PBE
potential files: Ansatz PAW
basis: plane waves
wave-function cutoff: 580 eV
density cutoff ratio: 5
exchange-correlation grid ratio: 1
k mesh: 1 x 1 x 1, Gamma-centred
self-consistency stop: 5e-08 eV per atom in the density residual
occupations: fixed
spin: none
net charge: 0

Cell vectors (angstrom)
a, 10.938, 0, 0
b, 0, 10.938, 0
c, 0, 0, 31.2998

Atoms: element, x, y, z (angstrom)
Si, 0.1851, -0.3791, 24.0033
Si, 5.0532, 0.2009, 23.7511
Si, 2.9062, 2.5605, 23.9209
Si, 7.8326, 3.0653, 23.7194
Si, -0.4805, 5.6716, 23.8215
Si, 5.5378, 5.2606, 23.817
Si, 2.5566, 8.3457, 23.8971
Si, 8.2874, 7.9982, 23.7514
Si, 1.2874, 1.3697, 25.1588
Si, 6.7979, 1.3205, 24.973
Si, 4.0835, 4.0818, 25.2316
Si, 9.3675, 4.1406, 25.2003
Si, 1.315, 6.7047, 25.0572
Si, 6.7498, 6.832, 25.1087
Si, 4.0393, 9.6026, 25.2395
Si, 9.457, 9.4841, 25.1901
Si, 2.6786, 0.0441, 26.5664
Si, 8.1601, 0.024, 26.473
Si, -0.0664, 2.7841, 26.489
Si, 5.4994, 2.6866, 26.499
Si, 2.7086, 5.464, 26.5183
Si, 8.1094, 5.535, 26.5658
Si, 0.0137, 8.1576, 26.4953
Si, 5.4555, 8.2306, 26.5126
Si, 4.1018, 1.3673, 27.8815
Si, 9.5708, 1.3673, 27.8815
Si, 1.3673, 4.1018, 27.8815
Si, 6.8362, 4.1018, 27.8815
Si, 4.1018, 6.8362, 27.8815
Si, 9.5708, 6.8362, 27.8815
Si, 1.3673, 9.5708, 27.8815
Si, 6.8362, 9.5708, 27.8815
Si, 0, 0, 29.2488
Si, 5.469, 0, 29.2488
Si, 2.7345, 2.7345, 29.2488
Si, 8.2035, 2.7345, 29.2488
Si, 0, 5.469, 29.2488
Si, 5.469, 5.469, 29.2488
Si, 2.7345, 8.2035, 29.2488
Si, 8.2035, 8.2035, 29.2488
Si, 1.3673, 1.3673, 30.616
Si, 6.8362, 1.3673, 30.616
Si, 4.1018, 4.1018, 30.616
Si, 9.5708, 4.1018, 30.616
Si, 1.3673, 6.8362, 30.616
Si, 6.8362, 6.8362, 30.616
Si, 4.1018, 9.5708, 30.616
Si, 9.5708, 9.5708, 30.616
Si, 2.7345, 0, 0.6835
Si, 8.2035, 0, 0.6835
Si, 0, 2.7345, 0.6835
Si, 5.469, 2.7345, 0.6835
Si, 2.7345, 5.469, 0.6835
Si, 8.2035, 5.469, 0.6835
Si, 0, 8.2035, 0.6835
Si, 5.469, 8.2035, 0.6835
Si, 4.1018, 1.3673, 2.0507
Si, 9.5708, 1.3673, 2.0507
Si, 1.3673, 4.1018, 2.0507
Si, 6.8362, 4.1018, 2.0507
Si, 4.1018, 6.8362, 2.0507
Si, 9.5708, 6.8362, 2.0507
Si, 1.3673, 9.5708, 2.0507
Si, 6.8362, 9.5708, 2.0507
Si, 0, 0, 3.418
Si, 5.469, 0, 3.418
Si, 2.7345, 2.7345, 3.418
Si, 8.2035, 2.7345, 3.418
Si, 0, 5.469, 3.418
Si, 5.469, 5.469, 3.418
Si, 2.7345, 8.2035, 3.418
Si, 8.2035, 8.2035, 3.418
Si, 1.4323, 1.3163, 4.7185
Si, 6.8446, 1.394, 4.8676
Si, 4.0412, 4.2065, 4.7029
Si, 9.6721, 4.036, 4.8007
Si, 1.4299, 6.768, 4.9175
Si, 6.8574, 6.819, 4.7549
Si, 4.1678, 9.5124, 4.7806
Si, 9.5544, 9.5905, 4.7661
Si, 2.8268, -0.0128, 6.0673
Si, 8.252, -0.0401, 6.2803
Si, 0.2307, 2.696, 6.163
Si, 5.4784, 3.035, 6.0272
Si, 2.933, 5.3753, 6.4279
Si, 8.2826, 5.4618, 6.0498
Si, -0.007, 8.2481, 6.1256
Si, 5.5821, 8.2168, 6.1914
Si, 4.0967, 1.6089, 7.2058
Si, 9.9826, 1.1212, 7.4203
Si, 1.9127, 3.5468, 7.7203
Si, 6.7349, 4.4932, 7.5229
Si, 4.6302, 6.6692, 7.6805
Si, 9.3764, 7.009, 7.3975
Si, 1.2148, 9.8118, 7.3844
Si, 7.1515, 9.236, 7.6913
O, 4.1281, 1.5469, 23.4786
O, 9.4305, 6.8723, 23.2351
N, 3.0324, 2.325, 8.4331
O, 6.4165, 9.8916, 9.0591
O, 12.2693, 4.6772, 20.4997
O, 5.4855, 7.9247, 20.9517
N, 6.0263, 5.8595, 8.4582
O, 7.4034, 3.4563, 8.5984
O, 5.4646, 0.9359, 7.8644
N, 8.1066, 7.8479, 8.3253
O, 3.9412, 7.4811, 8.9464
O, 1.0735, 4.1218, 9.0129
O, 11.0561, -0.0264, 7.9319
O, 7.8611, 7.2001, 12.985
O, 8.5659, 2.5269, 22.344
O, -0.191, 10.8354, 22.4247
O, 6.6775, 4.1791, 23.2433
O, 2.3127, 3.3114, 22.5686
O, 7.4974, 8.8096, 22.5118
N, 5.058, 10.319, 22.1761
Si, 12.8463, 4.0217, 14.9625
Si, 9.3937, 2.0939, 21.0121
Si, 9.0882, 4.8154, 11.2427
Si, 20.7606, 10.3559, 15.3876
Si, 8.5229, 1.4029, 13.7784
Si, 3.2525, 1.7469, 10.1002
Si, -1.9886, 8.2735, 17.6467
Si, -4.9798, 11.4406, 9.3494
Si, 10.3829, 2.2161, 15.8384
Si, 2.0501, 10.1607, 11.5417
Si, 19.4222, 13.4174, 18.2283
Si, 0.7802, 7.2964, 17.7667
Si, 11.8984, 3.6995, 21.7331
Si, 5.3684, 8.6, 14.0737
Si, 4.1649, 7.0899, 21.4953
Si, 6.2798, 9.2722, 21.4869
Si, 7.4467, -2.5218, 12.0175
Si, 18.1448, 17.741, 9.4632
Si, -2.1408, 6.2264, 13.8532
Si, 13.9308, -3.6262, 12.4809
Si, 8.2394, 2.4685, 9.5739
Si, 9.9824, 10.1767, 12.4458
Si, 6.8593, 6.6207, 16.1514
Si, 0.4061, 5.5287, 9.4754
Si, 1.9064, -1.0768, 19.0497
Si, 0.8455, 11.5049, 21.3423
Si, 2.4046, 5.3077, 19.472
Si, 8.1868, -0.2471, 19.4822
Si, 3.5064, 4.109, 12.2928
Si, 3.4495, 9.9251, 21.5549
Si, 3.6906, 11.1004, 14.1675
Si, 14.2238, 3.1956, 17.4695
Si, 5.7193, 13.5656, 13.7125
Si, 2.5241, -2.9992, 9.5995
Si, 0.7998, 6.9566, 14.7162
Si, 6.0413, 3.7578, 16.6932
Si, 1.7142, -10.2637, 16.5915
O, 6.3798, 9.2521, 12.9413
O, -0.8398, 7.1477, 17.9461
O, 10.6296, 5.2546, 10.9104
O, 2.3691, 11.1416, 21.9238
O, 1.263, -2.5455, 18.8661
O, 7.1265, 1.9732, 13.181
O, 3.1743, 3.0969, 11.0394
O, 3.4259, 6.332, 20.2436
O, 4.5787, 9.8579, 14.7412
O, 2.6871, 11.6242, 15.3074
O, 2.5327, 3.6452, 13.5179
O, 18.295, 3.4216, 17.572
O, 7.2578, 1.2425, 9.9795
O, 9.5361, 1.8751, 8.8105
O, 7.5554, -3.4752, 17.3822
O, 8.8828, 2.9946, 19.7356
O, 2.2065, 12.9001, 17.5299
O, 3.31, 9.7884, 19.9114
O, 8.1201, 5.7216, 10.2823
O, 5.9, 5.4095, 16.7198
O, 4.6412, 1.4125, 13.7637
O, 10.2393, 6.0207, 8.4014
O, 1.1359, 16.3446, 14.9054
O, 4.8723, 2.8353, 17.3781
O, 11.3538, -0.8979, 11.5985
O, 13.709, -0.3455, 12.9322
O, 1.5547, 6.6433, 9.5949
O, 3.186, 5.7164, 11.9737
N, 3.1231, 8.2989, 22.2249
O, 2.1257, -0.5888, 17.524
O, 8.7672, 3.2629, 10.8866
O, 1.2907, 9.376, 23.8588
O, 5.0755, 14.7438, 12.7426
O, 17.0486, 3.2869, 15.1404
O, 9.4108, 0.7804, 12.5431
N, 0.0134, 11.5137, 16.0675
O, 1.8827, 9.1505, 8.732
O, 20.7338, 2.6903, 17.2775
O, 1.5837, -4.9789, 18.2149
O, 9.3906, 9.1243, 16.3303
O, 8.4287, 0.2179, 14.9453
O, 16.9837, 7.7288, 15.2704
O, 8.0116, -5.0565, 15.2378
O, 10.8931, 15.5966, 22.5954
O, 9.0671, 11.4682, 20.6194
O, -1.9833, 4.9325, 12.8652
O, 8.8893, 9.3521, 18.8691
N, 11.1372, 2.2069, 21.261
O, 13.9853, 4.0836, 16.1136
O, 4.706, 0.9589, 10.2956
O, 11.781, -0.1099, 19.8481
O, 17.7871, 10.1127, 20.2085
O, 2.2418, 0.5156, 10.5186
N, 2.691, 8.5184, 11.2082
O, 1.0635, 7.6721, 16.1784
O, 10.3779, 20.6542, 13.9779
O, 3.2214, 4.0635, 18.8362
O, 7.9613, 0.9036, 18.3169
O, 10.1908, 6.9677, 14.2206
O, 9.3496, 13.4845, 14.6105
O, 11.7521, 2.9445, 15.421
O, 12.6981, -3.3965, 13.5406
O, -4.2345, -3.1395, 10.6834
O, 4.3722, 7.5939, 13.2804
O, 8.8022, 9.2875, 11.715
O, 4.6725, 5.9641, 22.5831

Results
free energy: -131993.544 eV
free energy less fixed offsets of N -385.13, O -568.88, Si -635.61 eV per atom: -3.734 eV

Forces (eV/angstrom), in the order of the atoms: element, x, y, z
Si, -0.0235, 0.0198, -0.0126
Si, -0.0025, 0.0196, -0.0359
Si, 0.0212, 0.0095, -0.0222
Si, 0.006, 0.007, -0.023
Si, -0.0133, -0.0008, -0.0271
Si, -0.0051, 0.002, -0.0024
Si, 0.0166, -0.0123, -0.0172
Si, -0.0096, -0.0033, 0.0056
Si, -0.0144, -0.0066, 0.0118
Si, -0.0039, -0.0018, 0.0017
Si, 0.0064, -0.0047, -0.0028
Si, 0.0012, -0.0017, -0.0006
Si, 0.0096, 0.0115, 0.0049
Si, 0.0063, 0.0021, -0.0062
Si, -0.0279, -0.0102, 0.0161
Si, 0.0009, 0.0017, -0.0041
Si, 0.0146, 0.0016, -0.0099
Si, 0.0022, -0.0027, 0.0002
Si, 0.0052, -0.0038, -0.0015
Si, -0.008, 0.0029, -0.0051
Si, 0.0011, -0.0046, 0.0019
Si, -0.0074, 0.0032, -0.0035
Si, -0.0009, -0.0012, 0.002
Si, 0.006, -0.0041, -0.001
Si, 0.1016, 0.065, 0.1577
Si, -0.1739, 0.0587, -0.2457
Si, -0.2329, -0.0471, -0.0097
Si, -0.2243, -0.1922, 0.1999
Si, -0.1293, 0.1395, -0.1166
Si, 0.0334, 0.0167, 0.1373
Si, -0.2471, -0.1666, 0.0965
Si, -0.0321, 0.1599, -0.0507
Si, -0.032, -0.1519, -0.0331
Si, -0.0989, -0.0377, 0.004
Si, 0.0747, -0.0497, -0.0155
Si, -0.0018, 0.0359, 0.001
Si, -0.077, -0.0383, 0.0084
Si, -0.0981, -0.2109, -0.0022
Si, 0.0091, 0.0192, 0.0038
Si, 0.1622, 0.0562, -0.0153
Si, -0.0208, 0.0134, -0.0223
Si, 0.0074, 0.0076, -0.0412
Si, -0.0784, 0.1208, 0.0195
Si, 0.0482, -0.0456, -0.0195
Si, -0.0083, -0.0095, -0.0319
Si, -0.0083, 0.0523, -0.0299
Si, 0.0487, 0.0198, -0.0231
Si, -0.0797, 0.0602, 0.0156
Si, 0.0519, -0.0448, 0.0266
Si, 0.0398, -0.0342, 0.015
Si, -0.0431, 0.0442, 0.0197
Si, 0.0335, -0.0904, -0.0114
Si, 0.0289, -0.0361, 0.0256
Si, 0.0631, -0.0825, 0.0253
Si, 0.0591, -0.0302, -0.0136
Si, -0.1492, 0.0652, 0.015
Si, 0.0418, 0.1389, 0.0235
Si, -0.0013, 0.0027, -0.0396
Si, 0.0048, -0.0062, -0.0559
Si, -0.0765, 0.0655, 0.0801
Si, 0.1008, 0.0114, -0.0922
Si, 0.0192, 0.1731, 0.0675
Si, -0.1579, -0.0174, 0.0698
Si, 0.104, 0.0608, -0.0131
Si, -0.1246, -0.0235, -0.3132
Si, 0.2096, 0.1608, 0.3327
Si, 0.0363, 0.113, -0.4565
Si, 0.3424, -0.3289, 0.3754
Si, 0.4642, -0.0946, 0.4174
Si, -0.0767, 0.5235, -0.5843
Si, 0.0959, -0.4655, 0.4828
Si, -0.0144, 0.0374, -0.2059
Si, 0.0019, -0.0063, -0.0007
Si, -0.0067, 0.0023, 0.0116
Si, 0.0032, -0.0031, -0.0014
Si, -0.0006, -0.0012, -0.0018
Si, -0.002, -0.0039, 0.003
Si, -0.0016, 0.006, 0.0208
Si, 0.0017, 0.0007, -0.0015
Si, 0.0018, -0.0034, 0.0076
Si, -0.0053, -0.0087, -0.0072
Si, -0.0138, 0.0056, -0.0125
Si, -0.0049, 0.01, -0.0057
Si, 0.013, -0.0177, -0.0201
Si, -0.0087, 0.0147, 0.0036
Si, 0.0022, -0.0163, -0.0285
Si, 0.013, 0.0102, -0.0134
Si, -0.0034, 0.0029, -0.0292
Si, 0.018, -0.0118, 0.0168
Si, 0.0118, -0.0048, 0.0309
Si, -0.0075, 0.0047, 0.0124
Si, 0.005, -0.0103, 0.0285
Si, -0.0056, -0.0112, 0.0197
Si, -0.0024, -0.003, 0.0311
Si, -0.0024, 0.007, 0.0116
Si, 0.0176, -0.016, 0.0236
O, 0.0019, -0.0026, 0.0072
O, 0.0052, -0.0057, 0.0061
N, -0.0071, 0.0095, -0.016
O, 0.0024, -0.0001, -0.0066
O, -0.0009, 0.001, -0.0057
O, 0.0041, -0.0009, -0.0061
N, -0.013, 0.0058, -0.0086
O, -0.0011, 0.0028, -0.0075
O, -0.0054, 0.003, -0.0075
N, -0.0074, 0.021, -0.0078
O, -0.0041, -0.0023, -0.0067
O, 0.0024, 0.0003, -0.0051
O, -0.002, 0.0012, -0.013
O, -0.0019, -0.0003, -0.0017
O, -0.0081, 0.004, 0.014
O, -0.0111, -0.0068, 0.0062
O, 0.002, -0.0034, 0.0064
O, 0.0039, -0.0036, 0.0093
O, 0.0059, -0.0013, -0.0017
N, -0.0025, 0.0146, 0.023
Si, -0.0052, 0.0112, 0.0033
Si, -0.0038, -0.0069, -0.0112
Si, -0.003, 0.0008, 0.0018
Si, -0.0004, -0.0014, 0.0038
Si, 0.0006, 0.0001, -0.0003
Si, -0.0021, -0.005, 0.0062
Si, 0.0003, -0.0008, -0.0007
Si, -0.0019, 0.0002, -0.0037
Si, -0.0031, 0.0009, -0.001
Si, -0.001, 0.0006, 0.0045
Si, -0.0008, 0.0019, -0.0024
Si, -0.0017, -0.0006, 0.0002
Si, 0.007, -0.0009, -0.0056
Si, 0.0003, 0.0006, 0.0019
Si, 0.002, -0.0029, 0.0005
Si, -0.0011, -0.0038, -0.0056
Si, 0.002, 0.0007, 0.0019
Si, 0.0052, 0.0003, -0.0064
Si, -0.0018, 0.0007, 0.0023
Si, 0.0011, -0.0008, 0.0049
Si, 0.0028, 0.003, -0.0062
Si, -0.0013, 0.0018, -0.0016
Si, -0.0007, -0.0009, 0.0003
Si, -0.0033, 0.0017, -0.0067
Si, -0.0013, -0.0017, -0.0014
Si, 0.0022, 0.0029, -0.0133
Si, -0.0003, -0.003, -0.0002
Si, 0.0041, 0.0012, -0.0008
Si, 0.0028, 0.002, 0.0022
Si, 0.0039, -0.0083, -0.0085
Si, 0.002, 0.0008, 0.0015
Si, 0.0018, -0.0003, 0.0006
Si, 0.0012, -0.0003, 0.0018
Si, -0.0022, 0.0068, -0.0037
Si, -0.0007, -0.0076, 0.0004
Si, -0.0012, 0, -0.0006
Si, -0.0004, -0.0001, -0.0008
O, 0.0015, -0.0002, -0.0031
O, 0.0006, -0.0001, -0.002
O, 0.0035, 0.0011, -0.0026
O, 0.0066, -0.0014, -0.0035
O, 0.0006, 0.0012, -0.0024
O, -0.0008, -0.0004, -0.0019
O, -0.0006, -0.0012, -0.0013
O, 0.0022, 0.0019, -0.0011
O, -0.0001, -0.0008, -0.0018
O, -0.0005, 0.0013, -0.002
O, -0.0001, 0.0008, -0.0031
O, 0.0009, -0.0009, -0.0014
O, 0.0016, 0.0001, 0.0006
O, -0.0026, -0.0013, -0.009
O, 0.0002, 0.0001, -0.002
O, 0.0014, 0.002, -0.0015
O, -0.0005, 0.0011, -0.0013
O, 0.0016, 0.0016, -0.0005
O, 0, 0.0001, 0.0004
O, 0.0001, 0.001, -0.0027
O, 0.0004, 0.001, -0.0026
O, 0.0009, 0.002, 0.0005
O, 0.0007, -0.004, -0.0027
O, -0.0024, 0.0011, -0.0035
O, 0.0017, -0.0005, -0.0011
O, -0.003, -0.002, -0.0061
O, 0.0009, -0.0021, 0.0002
O, -0.0005, 0.0011, -0.0023
N, -0.0105, 0.011, 0.0135
O, 0.0006, -0.0015, -0.0003
O, -0.0011, -0.0025, -0.0018
O, 0.0199, -0.0161, 0.0079
O, -0.0007, 0.0008, -0.0025
O, -0.0005, 0.0002, -0.0028
O, 0.0006, -0.0016, -0.0029
N, -0.0008, 0.0013, -0.0023
O, 0.0013, -0.0051, -0.0041
O, -0.0005, 0.0005, -0.0018
O, 0.0008, -0.0006, -0.002
O, -0.0006, -0.0009, -0.0014
O, 0, 0.0011, -0.0015
O, 0.0002, 0.0005, -0.0011
O, 0.0018, 0.0004, -0.003
O, -0.0053, 0.0055, 0.009
O, -0.0004, 0.0008, -0.0039
O, 0.0011, -0.0024, -0.0036
O, 0.0006, 0.0004, -0.0018
N, 0.0058, 0.003, 0.0057
O, -0.0016, 0.0007, -0.0015
O, 0.0015, -0.0011, 0.0015
O, -0.0018, 0.0028, 0.0039
O, -0.0025, -0.0022, -0.0001
O, 0.0009, 0.0023, -0.0021
N, 0.001, -0.0026, -0.0061
O, 0.0003, -0.0007, -0.0029
O, 0.0022, -0.0021, -0.0048
O, -0.0001, -0.0002, -0.0039
O, -0.0007, -0.0016, -0.0032
O, 0.0034, 0.0013, -0.0011
O, 0.0001, -0.0004, -0.0025
O, 0.0039, -0.0013, -0.0035
O, 0.0001, -0.0016, -0.0019
O, -0.0011, -0.0012, 0.0012
O, -0.0016, -0.0013, -0.0021
O, -0.0009, -0.0016, -0.0016
O, 0.0002, -0.0011, -0.0015

The program warned: the cutoff lies below the one the program advises for these potential files; the forces do not sum to zero within the program's tolerance; the exchange-correlation potential is rough where the density is thin.
